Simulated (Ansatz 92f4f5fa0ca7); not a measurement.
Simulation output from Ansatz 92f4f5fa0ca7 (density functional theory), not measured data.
Periodic cell of 181 atoms, Si99O82, from a study of silicon, its oxide and their interface. The atomic structure is a simulated model.

Settings
functional: PBE
potential files: Ansatz PAW
basis: plane waves
wave-function cutoff: 700 eV
density cutoff ratio: 5
exchange-correlation grid ratio: 2
k mesh: 2 x 2 x 1, shifted by 0.5 0.5 0.5 of a step
self-consistency stop: 5e-08 eV per atom in the density residual
occupations: Fermi-Dirac, 0.05 eV
spin: none
net charge: 0

Cell vectors (angstrom)
a 11.5983 0 0
b 0 11.5983 0
c -3.0108 2.3624 23.4437

Atoms and the computed forces on them: element, x, y, z (angstrom), force x, y, z (eV/angstrom)
Si 8.405 2.2375 0.1297 0.4582 0.3714 -0.1425
Si -2.7017 6.8416 0.3262 0.1815 -0.5234 0.2474
Si -1.4339 9.6775 -0.3895 -0.2949 -0.2311 0.2458
Si 1.7246 3.7834 -0.0834 0.0416 -0.3678 0.0758
Si 2.9361 6.2469 1.8879 0.156 -0.0047 0.083
Si 0.8387 9.0205 -0.545 0.4111 -0.1972 -0.3337
Si 4.8294 3.6951 -0.7063 -0.2051 0.2803 -0.2106
Si 4.955 6.4131 0.5927 0.1241 -0.0775 -0.1394
Si 4.6971 9.518 0.2234 0.2318 -0.1466 -0.1837
Si 1.714 2.5649 1.9618 0.1223 0.1754 -0.0763
Si 1.0466 6.0626 0.5244 0.2125 0.3022 0.1458
Si 2.89 10.0433 1.6779 -0.0037 -0.2047 0.3488
Si 6.6798 2.5633 1.6429 -0.5715 0.2085 0.0809
Si 6.93 6.4727 1.812 0.0229 0.0678 -0.243
Si 7.1417 10.2315 2.0177 -0.4244 -0.2607 -0.045
Si 10.8442 2.5102 2.0958 -0.1785 -0.0149 -0.1472
Si 10.6727 6.2976 1.8145 -0.3246 -0.0316 -0.0632
Si 9.6325 10.2086 1.8561 0.2045 0.1455 0.5289
Si 2.7075 4.3529 3.2712 0.031 -0.0825 0.1268
Si 2.8626 8.2249 3.1924 -0.1156 -0.0531 0.177
Si 2.6285 12.1205 2.9203 -0.0602 0.1222 0.0575
Si 6.7591 4.4557 3.1147 0.0539 0.157 0.2349
Si 6.6865 8.252 3.2977 0.0623 0.0498 0.0835
Si 6.5406 12.2781 3.0816 0.2023 -0.0385 0.2205
Si 10.4937 4.4696 3.3224 -0.1159 0.182 0.3219
Si 10.4165 8.2561 3.1361 0.0793 0.1096 0.0221
Si 10.3191 12.1185 3.2078 -0.0652 -0.2645 -0.0725
Si 0.8385 4.4466 4.6725 -0.0259 0.1299 0.1503
Si 0.8239 8.2566 4.4205 0.0717 0.0393 0.0075
Si 0.7528 12.0212 4.4206 0.1174 0.0359 0.0252
Si 4.7724 4.3724 4.5556 -0.0468 -0.0103 -0.2148
Si 4.7242 8.2031 4.642 0.0729 0.152 -0.0167
Si 4.5745 12.3046 4.3967 -0.1013 -0.0312 -0.1482
Si 8.5354 4.5138 4.6956 -0.0209 -0.1637 -0.0041
Si 8.5847 8.1816 4.6441 -0.097 0.0982 -0.0248
Si 8.409 12.2458 4.6007 -0.002 0.0736 0.1314
Si 0.8746 2.3604 5.8542 -0.1398 0.0111 -0.0497
Si 0.8769 6.4242 5.9425 -0.3092 -0.1769 0.0284
Si 0.7139 10.1326 5.8008 0.0285 0.039 -0.1035
Si 4.7134 2.5211 6.0488 0.1013 0.0225 0.0529
Si 4.6913 6.2294 6.0718 -0.1346 0.0732 -0.0114
Si 4.6935 10.3459 5.6731 -0.1319 -0.1274 -0.005
Si 8.5006 2.5581 6.0382 0.0651 0.0987 -0.1558
Si 8.5021 6.4191 6.1889 0.0291 -0.1101 0.1102
Si 8.4228 10.1779 5.8583 0.0525 -0.0516 -0.1424
Si 2.7183 2.4823 7.4022 -0.0402 -0.0925 -0.1462
Si 2.6906 6.2077 7.463 -0.0122 0.2318 -0.1407
Si 2.7371 10.1542 6.9303 -0.0262 0.3447 -0.2193
Si 6.6594 2.5856 7.5572 0.1025 -0.2974 -0.1124
Si 6.5109 6.4825 7.6244 -0.0779 0.0269 -0.0805
Si 6.4875 10.2981 7.2106 0.0793 0.283 -0.0644
Si 10.5454 2.4994 7.2236 0.1026 -0.0159 -0.0974
Si 10.5957 6.3951 7.3657 0.0586 0.0102 -0.0677
Si 10.3675 10.1446 7.166 0.1051 -0.0708 -0.3216
Si 5.5024 8.568 8.5154 0.3484 0.0378 0.2841
Si 3.0993 8.3524 8.3742 -0.0646 -0.2675 -0.0898
Si 2.7115 0.351 8.4397 0.1353 -0.4241 0.0971
Si 6.9592 4.5421 8.9395 -0.3757 0.0275 0.1023
Si 9.724 7.4047 11.3551 -0.0645 0.0386 0.0349
Si 7.159 0.5203 8.7398 0.1625 -0.0825 -0.0729
Si 11.044 4.3953 8.5639 -0.1853 0.0422 -0.0286
Si 10.8097 8.3737 8.6845 -0.4004 -0.3038 0.2449
Si 10.3381 0.4881 8.4073 -0.4823 0.0087 0.2064
Si 2.7355 3.2747 11.8476 -0.0954 -0.0642 0.2402
Si 1.2555 9.1735 9.6355 -0.0353 0.2603 0.619
Si 1.9003 4.2814 8.8367 0.1145 -0.0704 0.4651
Si 5.4007 4.5921 11.8122 -0.1652 0.1745 0.5317
Si 3.7291 6.8156 12.8755 0.0908 0.0562 0.282
Si 5.151 -0.7677 10.3963 -0.0765 -0.0708 0.0499
Si 9.9963 4.6436 14.3779 -0.0617 -0.0463 0.1546
Si 12.6221 7.9361 12.3998 0.1059 0.0806 0.1038
Si 12.3089 -0.1173 9.5751 0.1516 0.2748 0.1644
Si 10.1505 0.2453 13.5254 0.0775 -0.0944 -0.0957
Si 6.8291 4.9443 14.6851 0.0862 0.0907 0.1544
Si 2.781 4.5573 14.6205 0.0027 0.1297 0.1072
Si 12.3387 1.0464 11.5908 -0.0983 -0.2935 0.174
Si 8.2683 9.3531 13.2877 -0.01 0.2172 0.0962
Si 8.0158 4.7452 18.4529 0.2429 0.0005 -0.2664
Si 5.2971 3.2181 19.1788 0.0584 0.2055 -0.1286
Si 9.0945 4.5894 9.9463 0.5423 0.0271 0.2629
Si 5.1012 9.7511 13.1327 0.0627 -0.1229 0.1199
Si 10.5384 -0.8155 16.3936 0.0426 -0.0179 -0.1565
Si 2.9895 10.0519 17.5357 0.1406 -0.2148 -0.2741
Si 1.031 8.7193 15.5055 0.0001 -0.0898 0.0878
Si 5.7188 6.8669 21.5663 0.1611 0.0981 -0.0024
Si 5.2347 -0.2673 15.812 0.003 -0.0954 -0.1903
Si 6.5632 6.9602 16.8927 0.0257 -0.0881 -0.0723
Si 11.9402 5.8646 15.9982 -0.0595 -0.0862 0.0653
Si 2.7031 4.9465 19.8398 -0.1802 -0.0088 -0.1769
Si 0.1558 0.6754 21.0531 0.0851 0.2296 -0.4118
Si 0.8251 2.5973 18.9505 -0.115 0.2099 -0.1696
Si 5.034 2.8163 16.0868 -0.0001 0.0938 -0.1261
Si 6.4378 2.3841 21.82 0.0433 0.402 -0.5174
Si 7.8267 9.7243 16.2924 -0.0046 -0.1442 -0.1336
Si 9.9628 2.8012 12.0436 0.0624 -0.1282 0.2847
Si 4.1164 7.342 18.8258 -0.0816 -0.0973 -0.3304
Si 8.2258 5.016 21.2522 0.2694 0.0667 -0.0603
Si 10.3961 3.7599 17.0305 0.0092 -0.0092 -0.0259
Si 1.2987 -0.1553 18.4682 0.0126 0.1285 -0.0695
O 9.927 2.6231 0.6754 -0.013 -0.0583 0.0731
O 3.2017 3.705 -0.7678 0.2523 0.0329 0.023
O 1.513 9.7788 0.7497 -0.0076 0.027 0.1091
O 5.3589 2.8797 0.613 0.1956 -0.2703 0.2791
O 6.1858 10.0861 0.6252 0.2581 0.0066 0.097
O 5.6741 9.2932 10.0318 -0.1192 0.0112 -0.1786
O 6.1392 4.4314 10.3985 0.3468 -0.0368 -0.5203
O 4.3641 3.3308 11.9591 0.1421 -0.0478 -0.0631
O 3.9667 -0.1909 9.4317 -0.1199 0.2657 0.0715
O 9.1703 5.9423 10.9062 -0.1324 -0.1016 -0.1096
O 11.3292 2.3252 11.2931 0.0175 -0.0463 -0.0768
O 9.7761 8.3718 10.0344 0.2696 0.069 -0.3292
O 6.4102 0.2717 10.2051 -0.0726 0.0101 -0.0689
O 11.1945 7.2444 12.0493 0.0621 -0.0486 -0.0426
O 8.7812 0.4472 9.1193 0.2864 0.0965 -0.2379
O 4.2926 10.9511 17.0882 -0.1596 -0.0416 0.1468
O 8.413 0.7299 -0.5392 -0.2076 -0.0058 0.0375
O 4.7646 7.8953 -0.1169 -0.114 0.4072 0.0514
O -2.4401 8.3152 -0.4047 -0.079 0.1356 -0.1041
O 9.1305 10.3088 17.0927 0.0115 0.0474 0.0546
O 1.6775 9.5051 -1.8766 -0.0744 -0.0698 0.0882
O 5.724 2.1192 20.3359 -0.0243 0.0002 0.1123
O 0.7775 2.9498 -1.1028 -0.124 -0.018 -0.0809
O 11.3167 2.6795 17.7682 0.0536 -0.031 0.1036
O -0.0276 -0.2066 17.4822 0.0265 0.0314 0.0824
O 4.235 10.1869 -1.1921 0.0119 -0.0007 -0.054
O 5.2419 5.2889 -0.6135 -0.0834 -0.0833 0.1355
O 2.3139 5.3643 21.3573 0.0748 -0.0407 0.0796
O 6.7968 -0.6337 16.0959 0.0126 0.0563 0.0947
O 1.5389 4.0304 19.1707 0.0977 -0.0422 0.1188
O 11.0625 5.2585 17.2428 0.0121 -0.0237 -0.042
O 2.1602 3.9648 13.2259 0.0082 -0.014 -0.1688
O 10.9194 5.9572 14.712 -0.0294 -0.0797 -0.0858
O 5.1786 1.3194 15.4808 -0.002 -0.0257 -0.0062
O 8.4413 5.0033 14.5915 -0.0411 -0.0083 -0.0591
O 6.328 3.7462 15.6935 -0.0474 -0.0434 -0.0524
O 6.7149 9.6575 12.9405 -0.008 -0.0046 -0.0547
O 4.378 8.2836 13.1467 -0.0238 0.0021 -0.0582
O 6.317 4.6555 13.1677 -0.0197 -0.0523 -0.2092
O 7.9825 3.3284 -1.0351 -0.105 -0.192 0.0534
O 4.5826 -0.8879 11.9197 -0.0474 0.1117 -0.2157
O 8.3625 9.0909 14.887 0.0273 0.0046 -0.007
O 10.3323 4.1346 12.8926 0.0456 -0.025 -0.0647
O 2.3077 4.0582 10.4669 -0.1856 0.0736 -0.6046
O 8.7071 8.039 12.453 0.0729 -0.1891 -0.1478
O 10.3984 3.444 15.4264 -0.0125 0.0977 0.0048
O 4.6199 6.0277 11.7693 0.0705 -0.0359 -0.172
O 10.2211 0.2206 15.156 -0.0311 -0.0259 0.1026
O 1.3039 9.111 11.3125 -0.0876 -0.141 -0.1196
O 0.0319 2.1242 20.2933 0.0364 -0.2014 0.1405
O 5.1204 6.8323 17.6384 -0.0579 0.0526 0.0964
O 1.1693 8.5356 13.9029 -0.0373 -0.0056 -0.0829
O 11.6808 0.2416 12.8948 0.0226 0.1432 -0.1068
O -0.3701 9.4781 15.7325 -0.0123 0.0142 0.0017
O 0.9449 7.3169 16.3289 0.0273 0.0864 -0.0403
O 6.5803 4.173 18.9074 -0.1551 -0.0781 0.1518
O 8.8776 3.2516 10.9279 -0.0826 0.1937 -0.2401
O 4.8784 2.6438 17.7111 -0.0162 -0.059 0.0935
O 3.6294 5.9293 14.2679 -0.0249 0.0539 -0.1307
O 4.0963 4.1057 19.8168 0.0464 -0.0435 0.0957
O 6.387 6.3922 15.3556 0.008 -0.0872 -0.0468
O 0.7496 -0.4527 19.9965 -0.1053 0.0778 0.2619
O 2.23 6.8603 12.2438 -0.0551 -0.0493 -0.1157
O 7.0317 8.5132 17.0255 -0.03 0.0999 0.0362
O 9.4012 1.6132 13.0142 0.0334 0.0766 -0.0736
O 9.2829 -1.0097 12.9277 -0.0005 0.0013 0.044
O 1.8699 1.4129 18.4923 -0.1037 -0.2546 0.004
O 4.7173 -1.1204 14.5278 0.0039 0.0418 0.0408
O 4.9032 7.3425 20.2476 0.0949 -0.0502 0.1352
O 7.7456 6.1058 17.613 0.0034 -0.0042 0.134
O 2.3136 9.4962 16.1304 0.037 0.1325 0.1603
O 1.5717 4.8568 15.6574 0.0584 0.0154 -0.073
O 7.1824 6.269 21.1823 -0.1817 0.0732 0.0188
O 7.6062 3.5416 21.5954 -0.1518 -0.3876 0.0659
O 2.219 1.7159 11.8805 0.0099 0.0811 -0.0789
O 3.5197 8.8193 18.4848 -0.0826 0.1817 -0.0291
O 3.727 3.4978 15.4018 0.0382 -0.0671 0.0285
O 1.0008 7.3753 -0.5342 -0.1022 -0.0846 0.0507
O -2.7294 5.8022 -0.9319 -0.0531 0.1153 -0.0829
O 8.8557 3.6903 17.5425 -0.0401 0.0485 0.1028
O 8.9315 5.0032 19.778 -0.1734 -0.0572 0.0709
O 2.8652 6.2907 18.92 0.1248 -0.0186 0.1259

Results
free energy: -109582.395 eV
free energy less fixed offsets of O -569.03, Si -635.61 eV per atom: 3.455 eV
pressure: -0.51 GPa
stress xx, yy, zz, yz, xz, xy (GPa, positive in tension): 0.77, 0.57, 0.2, -0.02, -0.1, -0.01

The program warned: the cutoff lies below the one the program advises for these potential files.
